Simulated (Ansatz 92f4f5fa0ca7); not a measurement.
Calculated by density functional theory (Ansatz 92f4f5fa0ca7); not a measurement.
Periodic cell of 416 atoms, Si264O152, from a study of silicon, its oxide and their interface. The atomic structure is a simulated model.
Doubt: the cutoff is far below the 930 eV that the study's wrapper takes by default for these files, so forces and energies are approximate.

Settings
functional: PBE
potential files: Ansatz PAW
basis: plane waves
wave-function cutoff: 580 eV
density cutoff ratio: 5
exchange-correlation grid ratio: 1
k mesh: 1 x 1 x 1, Gamma-centred
self-consistency stop: 5e-08 eV per atom in the density residual
occupations: fixed
spin: none
net charge: 0

Cell vectors (angstrom)
a  15.4687  0  0
b  0  12.8259  0
c  0  0  36.9078

Atoms and the computed forces on them: element, x, y, z (angstrom), force x, y, z (eV/angstrom)
Si  0.0026  1.173  34.2049  -0.0348  -0.0066  -0.0806
Si  3.8886  1.1695  34.2296  -0.0524  0.0184  -0.0162
Si  7.7279  1.1829  34.2302  0.0524  -0.0636  -0.0383
Si  11.6361  1.1773  34.2239  -0.0083  -0.0733  -0.0266
Si  1.9645  7.5849  34.2042  0.0442  0.0166  -0.0691
Si  5.8399  7.5928  34.2317  -0.071  -0.0335  -0.0892
Si  9.7077  7.5985  34.2219  -0.0093  -0.0592  -0.09
Si  13.5705  7.5802  34.2316  -0.0055  -0.043  -0.0724
Si  1.9336  5.247  34.6409  0.1368  0.0398  -0.413
Si  5.8008  5.247  34.6409  -0.0892  0.208  0.0554
Si  9.6679  5.247  34.6409  0.1305  0.2703  0.2054
Si  13.5351  5.247  34.6409  0.2241  -0.0555  -0.0402
Si  0  11.6599  34.6409  -0.0879  0.1299  0.4221
Si  3.8672  11.6599  34.6409  0.096  0.0073  0.2095
Si  7.7343  11.6599  34.6409  0.2721  0.2923  0.0128
Si  11.6015  11.6599  34.6409  0.1736  0.1811  -0.3949
Si  0  4.664  35.8776  -0.1088  0.0193  -0.0086
Si  3.8672  4.664  35.8776  0.0181  0.0232  -0.0136
Si  7.7343  4.664  35.8776  -0.0031  -0.0083  -0.012
Si  11.6015  4.664  35.8776  -0.0765  -0.0452  -0.027
Si  1.9336  11.0769  35.8776  -0.0059  0.0175  0.0077
Si  5.8008  11.0769  35.8776  -0.0735  -0.0055  -0.0293
Si  9.6679  11.0769  35.8776  -0.0795  -0.0195  -0.036
Si  13.5351  11.0769  35.8776  0.0166  0.0941  0.0424
Si  0  2.332  36.2898  -0.0695  -0.0428  -0.11
Si  3.8672  2.332  36.2898  0.0477  -0.0167  0.0214
Si  7.7343  2.332  36.2898  -0.066  0.0549  0.0573
Si  11.6015  2.332  36.2898  0.1644  0.067  -0.0009
Si  1.9336  8.745  36.2898  0.0738  -0.0003  -0.1228
Si  5.8008  8.745  36.2898  0.0306  0.0354  0.0573
Si  9.6679  8.745  36.2898  0.0321  0.0275  0.0262
Si  13.5351  8.745  36.2898  0.124  0.0076  0.0334
Si  1.9336  1.749  0.6188  -0.0093  -0.0147  -0.0399
Si  5.8008  1.749  0.6188  -0.0286  0.0418  0.0203
Si  9.6679  1.749  0.6188  -0.0227  -0.0553  -0.0516
Si  13.5351  1.749  0.6188  -0.0302  0.0267  0.0177
Si  0  8.162  0.6188  -0.0629  -0.0088  -0.0158
Si  3.8672  8.162  0.6188  -0.0388  0.003  -0.0208
Si  7.7343  8.162  0.6188  -0.005  -0.0032  -0.0113
Si  11.6015  8.162  0.6188  -0.0629  -0.0439  -0.0181
Si  0  5.83  1.031  0.0928  0.0048  0.0241
Si  3.8672  5.83  1.031  -0.0215  0.025  0.0438
Si  7.7343  5.83  1.031  -0.0148  0.0184  0.0009
Si  11.6015  5.83  1.031  0.0714  0.0102  -0.0072
Si  1.9336  12.2429  1.031  -0.0003  -0.0124  0.013
Si  5.8008  12.2429  1.031  0.0621  -0.0135  -0.0165
Si  9.6679  12.2429  1.031  0.0733  0.0224  0.0289
Si  13.5351  12.2429  1.031  -0.0406  -0.0302  0.0039
Si  1.9336  5.247  2.2678  -0.1079  -0.0136  -0.1366
Si  5.8008  5.247  2.2678  0.0926  -0.0275  -0.0073
Si  9.6679  5.247  2.2678  -0.0663  -0.0679  0.0706
Si  13.5351  5.247  2.2678  -0.2088  -0.0317  -0.0088
Si  0  11.6599  2.2678  -0.016  -0.0317  -0.1059
Si  3.8672  11.6599  2.2678  0.0313  -0.0059  0.0516
Si  7.7343  11.6599  2.2678  -0.1119  -0.0151  -0.0357
Si  11.6015  11.6599  2.2678  0.004  -0.0104  -0.0311
Si  1.9336  2.915  2.68  0.0159  -0.0108  0.0219
Si  5.8008  2.915  2.68  0.031  -0.0236  -0.0096
Si  9.6679  2.915  2.68  0.0385  0.0186  0.0142
Si  13.5351  2.915  2.68  0.0377  -0.0297  -0.0129
Si  0  9.328  2.68  0.0888  -0.0123  0.0128
Si  3.8672  9.328  2.68  0.0323  -0.0501  -0.0244
Si  7.7343  9.328  2.68  0.0231  -0.0021  0.0086
Si  11.6015  9.328  2.68  0.0771  0.1106  0.0785
Si  0.4087  -0.1907  26.6462  -0.0504  0.1337  0.0074
Si  3.6547  -1.7477  28.5386  0.0856  -0.2608  0.1546
Si  8.2184  0.4004  27.7695  0.2235  -0.0092  -0.0559
Si  10.5921  0.7741  27.5336  0.2126  0.3266  0.1334
Si  3.6807  3.2385  28.2716  0.3193  -0.1566  -0.0474
Si  5.3791  6.9346  26.6009  0.0052  0.0202  0.026
Si  10.7678  5.8341  25.8898  -0.1406  -0.0275  0.0039
Si  13.3661  6.35  27.4997  0.1294  0.4526  -0.0041
Si  2.285  6.4538  27.5198  0.0712  0.4997  0.1564
Si  6.247  4.1256  26.7876  0.1597  -0.1126  -0.0114
Si  9.81  5.2212  28.5921  0.1146  -0.3499  -0.4087
Si  13.5106  4.0727  27.9973  -0.0214  -0.4781  -0.1678
Si  -1.3732  10.3564  27.0702  0.1305  -0.1542  0.4955
Si  3.2678  11.293  26.2151  0.1325  0.0462  -0.2228
Si  7.7221  10.8665  28.1507  -0.2004  -0.2529  -0.5765
Si  11.0404  10.5864  27.172  0.0597  0.1408  -0.0449
Si  0.0884  3.4937  29.023  -0.2886  0.1781  0.2492
Si  1.7551  4.1087  27.4225  -0.4884  0.1482  -0.3878
Si  8.0444  3.8337  29.3794  -0.363  0.4183  -0.2236
Si  11.6205  3.7912  29.3477  -0.1473  0.1234  -0.0065
Si  1.7195  9.8755  29.5176  -0.1798  0.0827  -0.1762
Si  5.9249  7.8311  29.5944  0.1194  0.0388  -0.5849
Si  9.7086  9.89  29.0875  0.0962  -0.0092  0.0791
Si  14.6294  9.9439  29.3179  -0.0027  -0.0618  0.0056
Si  0.1228  1.1887  29.5848  0.0461  -0.1428  -0.3307
Si  3.7636  0.4497  29.5909  0.1784  0.0718  -0.0845
Si  7.7778  1.4895  29.7753  0.1868  -0.3558  0.1236
Si  11.4789  1.4129  29.6692  -0.0615  -0.0064  -0.1569
Si  2.061  7.541  29.6946  -0.0916  -0.2912  -0.1101
Si  5.7599  10.1714  29.339  -0.2177  0.2154  0.1264
Si  9.7741  7.4508  29.6697  -0.0348  0.1021  0.0224
Si  13.7073  7.6946  29.5569  -0.0669  -0.224  -0.0399
Si  1.8956  0.5371  31.0117  0.0203  -0.0703  0.0209
Si  5.7956  0.6694  30.8858  -0.0379  0.0639  -0.1249
Si  9.6639  0.6987  30.9874  -0.0032  0.0381  -0.1241
Si  13.5542  0.6317  30.7098  -0.2069  0.2524  0.1053
Si  0.077  6.9242  30.855  0.0143  -0.0306  0.0133
Si  4.0394  7.0079  30.8339  -0.1739  0.2458  0.1153
Si  7.7876  7.1624  30.9202  0.0461  -0.1226  0.084
Si  11.7408  7.1608  30.9336  0.2259  0.0707  -0.0124
Si  0.0548  4.5989  31.2198  0.0932  -0.0115  -0.0481
Si  3.9515  4.6794  31.2243  0.0211  -0.234  -0.195
Si  7.7265  4.848  31.4405  -0.0554  -0.053  0.0795
Si  11.6989  4.831  31.4245  0.1342  -0.0216  0.1543
Si  1.9035  11.059  31.513  0.0244  -0.142  0.1304
Si  5.8999  11.204  31.4351  0.0225  -0.1641  -0.0398
Si  9.768  11.1216  31.2097  -0.0257  -0.175  -0.0184
Si  13.6634  11.1282  31.2086  0.0367  -0.1127  -0.1748
Si  1.9992  4.0974  32.5039  -0.0989  0.0028  -0.0148
Si  5.7968  4.113  32.5775  0.1236  -0.0271  -0.0002
Si  9.697  4.1629  32.5795  0.1396  -0.0222  -0.1854
Si  13.6141  4.0673  32.5751  -0.109  -0.03  -0.1585
Si  -0.0436  10.4844  32.6473  0.1974  -0.0456  -0.0009
Si  3.9302  10.5176  32.5978  0.0428  -0.0069  -0.0228
Si  7.8593  10.554  32.5655  -0.0599  -0.118  -0.0571
Si  11.6905  10.5542  32.4916  0.0003  0.0507  0.0131
Si  1.9625  1.7743  33.0044  0.0486  0.0625  0.0284
Si  5.7993  1.7838  32.9711  -0.0443  0.0236  0.019
Si  9.6868  1.8131  33.0512  -0.0248  -0.0554  -0.0371
Si  13.5483  1.7111  32.8912  0.0635  0.1263  -0.0305
Si  0.0205  8.1263  32.9524  -0.0748  -0.0435  -0.1139
Si  3.9299  8.1602  32.9486  0.0912  -0.0591  0.0075
Si  7.7756  8.2327  33.0074  -0.0087  0.1278  0.0224
Si  11.6615  8.2455  33.0095  -0.025  0.0011  -0.0607
Si  0  2.332  3.9167  -0.1459  -0.0771  -0.0734
Si  3.8672  2.332  3.9167  -0.0576  -0.0814  -0.0343
Si  7.7343  2.332  3.9167  -0.1775  -0.0481  -0.0109
Si  11.6015  2.332  3.9167  -0.0715  -0.2131  -0.0724
Si  1.9336  8.745  3.9167  -0.1401  -0.026  -0.159
Si  5.8008  8.745  3.9167  -0.0634  -0.1199  -0.2967
Si  9.6679  8.745  3.9167  -0.2342  -0.2544  0.3524
Si  13.5351  8.745  3.9167  -0.171  -0.1742  0.1172
Si  1.8846  6.4113  4.3074  0.0349  0.0045  0.0485
Si  5.8041  6.4067  4.3329  -0.021  0.0271  0.1134
Si  9.6357  6.3984  4.3475  -0.0187  0.1161  0.1666
Si  13.4541  6.4035  4.3327  0.0438  -0.0008  0.0441
Si  -0.0187  12.8229  4.3141  0.0285  -0.0033  0.0593
Si  3.8678  12.8246  4.3392  -0.0356  0.0133  0.0635
Si  7.6988  12.8182  4.3289  0.0282  0.021  0.0909
Si  11.5787  12.8068  4.331  0  0.0549  0.0689
Si  -0.0718  5.8048  5.513  -0.0843  -0.003  0.0614
Si  3.8287  5.8152  5.4949  -0.0205  0.0179  0.0858
Si  7.7134  5.8353  5.6525  0.0709  -0.1222  -0.0111
Si  11.5341  5.7969  5.6435  -0.0096  -0.1813  0.0202
Si  1.9094  12.2541  5.5534  -0.0046  0.0051  0.0549
Si  5.7855  12.2542  5.625  0.0911  -0.0718  0.086
Si  9.6231  12.1548  5.5284  0.0241  0.0355  0.0139
Si  13.523  12.1984  5.5447  -0.0162  -0.0554  0.0768
Si  -0.0602  3.4797  5.9736  0.0074  0.0148  0.0881
Si  3.8142  3.4931  5.9689  -0.0084  0.035  0.1765
Si  7.6851  3.4736  5.9886  0.0328  0.0697  0.064
Si  11.5529  3.4274  5.9935  -0.0212  0.0542  0.0794
Si  1.8577  9.9209  5.9484  -0.0223  0.0544  0.0964
Si  5.7402  9.8868  5.9456  -0.1338  0.1297  0.0694
Si  9.5459  9.848  6.0507  0.0164  0.0917  0.093
Si  13.45  9.863  6.0103  0.0731  0.1339  0.1008
Si  1.866  2.9212  7.2173  0.0563  -0.0647  0.0364
Si  5.7367  2.9443  7.2468  -0.0782  -0.0331  0.1521
Si  9.5999  2.7258  7.1686  0.0142  -0.0637  -0.0121
Si  13.4918  2.8345  7.2287  -0.0834  -0.0945  -0.0095
Si  -0.0469  9.313  7.2203  0.0041  -0.0042  0.1675
Si  3.7817  9.3595  7.1609  -0.0331  -0.1724  0.0245
Si  7.5443  9.2605  7.3181  0.0313  -0.0972  0.0059
Si  11.4956  9.2373  7.2659  -0.0046  -0.0798  0.0666
Si  -0.1459  6.9692  7.5576  0.048  0.1285  -0.0004
Si  3.7579  6.9974  7.5227  -0.0344  0.1345  -0.0202
Si  7.6417  6.9442  7.8032  -0.2082  0.0449  -0.1092
Si  11.4382  6.9372  7.7621  0.0097  0.1333  -0.2956
Si  1.9209  13.4069  7.6315  -0.1074  0.1083  -0.0349
Si  5.8235  13.4628  7.7171  0.0047  0.1384  0.0323
Si  9.6209  13.1702  7.6337  -0.0539  0.0331  0.0215
Si  13.5417  13.3052  7.6279  0.1013  0.163  0.0517
Si  1.8023  6.4072  8.7137  -0.1012  -0.0388  -0.0299
Si  5.5822  6.3797  8.8589  -0.0951  0.0063  0.1413
Si  9.5464  6.2349  9.0367  -0.0359  0.0432  0.6672
Si  13.4241  6.3502  8.8448  0.2033  -0.0854  0.2323
Si  0.0179  12.7773  8.8992  0.0593  -0.0811  0.1021
Si  3.8583  12.8735  8.8767  -0.0268  0.1711  -0.0299
Si  7.6876  12.5852  8.9675  -0.1016  -0.0205  -0.1824
Si  11.6347  12.5483  8.7707  0.1096  0.0138  0.0641
Si  1.8148  4.1068  9.284  -0.0919  0.0005  -0.177
Si  5.5938  4.0754  9.3598  0.2113  -0.1197  -0.3469
Si  9.5663  3.8902  9.1876  -0.1367  -0.1716  -0.0818
Si  13.3969  4.0818  9.2351  0.0453  -0.1066  -0.2809
Si  0.1527  10.478  9.3198  0.0808  0.1401  -0.4833
Si  4.1033  10.5727  9.1752  0.0863  0.0596  -0.33
Si  6.6165  10.4656  9.1573  -0.0891  0.176  -0.0277
Si  11.7594  10.264  9.3806  -0.5191  -0.0062  0.0673
Si  -0.1794  3.7742  10.5392  0.0875  0.2006  0.4611
Si  3.6495  3.4697  10.6045  -0.1525  0.3451  0.3456
Si  7.5996  3.4901  10.4638  0.0641  0.0221  0.4796
Si  11.5096  3.2614  10.3505  -0.0675  -0.1187  0.2732
Si  2.1701  9.9565  10.5202  0.0404  0.5126  0.5023
Si  6.663  9.7544  11.3331  0.2355  0.1637  -0.1641
Si  9.811  9.6989  11.908  -0.2005  0.0445  0.4817
Si  13.7433  9.8687  10.6194  0.1086  0.6935  0.2578
Si  0.3011  0.7845  11.1273  0.0322  0.0146  -0.1798
Si  3.461  1.1628  10.9555  0.1611  -0.4825  0.3717
Si  8.356  0.6357  11.0748  -0.1111  0.0754  0.129
Si  11.5373  0.9668  10.7213  0.1657  -0.1325  0.0525
Si  1.8997  7.6979  10.6546  0.0105  -0.7633  0.1439
Si  5.0148  7.0628  11.0501  -0.0131  -0.1018  -0.3866
Si  9.6481  6.8408  12.3049  0.059  -0.0828  -0.0317
Si  14.274  7.8005  11.501  0.1894  -0.5968  0.4016
O  -0.98  -6.149  26.3321  -0.0917  -0.0834  0.0037
O  0.4548  0.3008  28.2008  -0.003  0.0041  0.2311
O  13.2729  3.1763  26.5689  0.169  0.0809  0.311
O  6.1443  7.3957  27.9737  -0.0404  -0.0536  0.4114
O  0.4778  7.5433  11.5874  -0.0045  0.1233  -0.104
O  7.8584  4.3782  11.8339  -0.0662  0.0594  -0.1105
O  9.9575  13.7563  11.1846  -0.2716  -0.1204  -0.098
O  -0.3489  15.0994  11.179  0.0199  -0.0035  -0.1615
O  4.3606  13.4174  12.2309  -0.2033  0.1069  -0.4019
O  10.4883  9.9838  10.466  0.4847  0.0779  -0.5408
O  3.3868  4.2244  12.0765  0.1425  -0.1055  -0.3362
O  3.3688  7.1019  11.2381  0.1449  -0.0343  0.0985
O  13.5344  7.6345  12.9703  0.1529  0.1238  -0.3909
O  1.9669  10.5173  12.1179  -0.0642  -0.0138  -0.5104
O  15.064  12.8106  12.3699  0.0503  -0.1588  -0.0058
O  6.5208  17.5473  14.1626  0.1797  0.2328  -0.2135
O  10.2962  8.3116  12.6103  0.0317  -0.0093  -0.0492
O  3.9413  3.891  14.6621  -0.0914  0.1188  -0.1144
O  5.7441  5.9401  11.9898  -0.201  0.0418  0.1056
O  -0.1777  4.7437  11.8986  0.0431  0.0616  -0.3324
O  10.7117  5.8258  13  -0.0981  0.1088  -0.0955
O  13.41  10.8224  11.9511  -0.0097  -0.4687  -0.1443
O  6.0594  10.8128  12.4163  -0.0217  -0.1206  -0.1197
O  11.1706  3.5086  11.9571  0.0672  0.0305  -0.0852
O  9.5696  5.4163  26.9308  -0.0497  0.0858  0.273
O  8.3498  11.1746  24.2898  0.0252  -0.0525  0.0739
O  3.8519  6.5733  27.0403  -0.0318  -0.0954  -0.0323
O  3.6273  1.603  28.3897  0.0106  -0.1817  0.0824
O  10.2913  6.7831  24.6665  0.0668  -0.0773  0.1291
O  -1.0127  -0.9888  26.4571  0.0894  0.0156  -0.1043
O  11.8904  6.6365  26.7801  0.2173  0.0584  0.1352
O  11.3412  4.4448  25.2696  -0.0549  0.0531  -0.0161
O  1.5037  7.5017  26.5267  -0.0322  -0.0476  0.0515
O  1.5216  3.5069  25.8496  0.0995  0.2145  0.3788
O  10.1147  10.0525  25.9253  0.2472  0.0409  0.2249
O  3.4672  9.8974  25.3086  -0.3621  0.3678  0.3562
O  7.512  10.1914  26.6134  0.0191  0.2038  0.3348
O  15.9601  1.0862  25.652  -0.0623  0.0388  0.107
O  7.1113  3.0579  25.8804  0.0646  -0.0973  0.0069
O  10.8726  2.0267  26.4687  -0.1908  -0.2531  0.1499
Si  14.6781  -1.3685  22.425  -0.1211  0.057  -0.1344
Si  -2.2509  7.5071  21.427  -0.1278  0.0523  0.0204
Si  15.7306  8.5115  22.837  -0.0274  0.0429  -0.1232
Si  9.7724  16.4826  15.9161  0.0108  -0.1785  0.0685
Si  13.0544  13.0143  15.5688  -0.0701  0.1653  0.2262
Si  7.8328  -0.9314  20.9986  -0.0337  -0.0391  -0.024
Si  11.931  2.9739  25.6489  -0.0302  -0.0867  0.0733
Si  1.5189  5.1243  18.5991  -0.0415  -0.0386  -0.1049
Si  8.9902  11.9466  13.6478  0.0293  0.0114  0.2391
Si  15.546  14.4188  22.3988  -0.207  0.013  -0.0256
Si  0.2806  12.9344  17.3698  0.0198  0.0184  -0.0807
Si  5.1948  11.6059  22.7716  0.0157  -0.0768  -0.0285
Si  7.6792  13.0919  18.1067  0.0466  -0.0098  -0.0813
Si  13.5498  12.2582  12.6766  -0.0827  0.2341  0.1817
Si  13.6366  7.0278  14.4831  0.0937  -0.0483  0.2648
Si  4.7895  13.6865  13.7772  0.0222  0.1375  0.367
Si  8.5167  6.3383  21.3202  0.0519  0.1008  0.129
Si  8.9506  12.5915  23.7558  0.0513  -0.0508  0.0249
Si  3.0922  4.7513  13.5791  0.0891  -0.0525  0.3494
Si  12.4838  2.3203  22.6345  0.0367  -0.0933  -0.2119
Si  7.2073  1.4008  25.8716  -0.0293  -0.1441  0.034
Si  15.9431  10.8437  19.715  -0.0371  0.0883  -0.0342
Si  11.4776  5.061  21.2688  0.0523  -0.0156  -0.0153
Si  6.3175  11.039  14.0094  0.1299  0.0032  0.1012
Si  0.6106  8.4502  15.5982  -0.0248  -0.1258  0.0423
Si  5.014  11.3672  17.8021  -0.0141  0.0188  -0.0882
Si  7.066  5.4325  12.7888  0.0516  -0.1617  0.0801
Si  9.0184  9.1199  19.8158  0.0483  -0.1079  -0.0583
Si  3.2608  8.1613  21.807  0.0331  0.0845  0.0331
Si  11.0552  9.4963  21.7213  0.1229  0.0231  0.0043
Si  18.3799  -0.3112  15.6293  0.0858  0.1712  0.0846
Si  4.3119  0.3735  25.1837  0.3158  -0.2494  -0.0452
Si  0.0702  7.8176  25.8414  0.1097  -0.1611  0.1393
Si  16.7284  8.1317  18.6018  -0.0395  0.0504  -0.1509
Si  9.2739  7.6764  23.7662  -0.0744  -0.0173  -0.0651
Si  10.9673  4.2655  13.3555  0.092  -0.0595  0.0596
Si  6.7331  5.7813  19.0685  0.0475  0.0483  -0.0526
Si  5.6058  8.8819  16.1331  0.0588  0.0847  0.0428
Si  4.5768  9.0667  24.4311  0.2175  0.0925  -0.2652
Si  -0.9433  4.2192  17.6175  -0.0728  -0.0915  -0.1051
Si  15.8936  2.5359  19.4301  -0.1357  -0.1123  -0.0033
Si  19.2311  6.7771  19.2629  -0.0054  0.0459  0.0941
Si  12.6088  6.2464  18.8159  -0.0955  0.0047  -0.0351
Si  7.0017  3.291  17.3385  0.0212  -0.1102  -0.2268
Si  1.5845  2.1129  24.9944  0.0457  -0.2623  -0.2093
Si  13.4464  3.1128  14.8645  0.1169  -0.0303  0.0306
Si  8.5748  10.0057  25.396  -0.2983  -0.0306  -0.0957
Si  11.6851  12.3113  22.7517  0.0445  0.1186  -0.2231
Si  5.5251  3.5404  14.7025  -0.0652  -0.2158  0.1389
Si  11.0166  6.5175  16.3514  -0.032  -0.0368  0.0111
Si  3.2833  7.5603  14.7022  -0.1077  -0.0342  0.3018
Si  -0.0272  4.5823  13.5157  -0.1033  -0.1311  0.0069
Si  2.1892  10.1302  13.6831  0.0855  -0.0264  0.4729
Si  10.1641  13.3736  16.1866  0.0671  0.0621  0.0314
Si  3.4972  -1.8822  20.5368  0.0609  -0.0352  0.0079
Si  8.3409  7.7375  17.206  -0.0286  0.0607  -0.107
O  11.5305  6.9591  17.8342  0.034  0.0177  0.065
O  8.1735  6.619  13.0225  -0.0348  0.1155  0.036
O  16.9928  4.6387  13.9522  0.0759  0.0155  -0.1448
O  17.4252  11.3097  20.2017  0.0107  -0.0125  0.0185
O  3.5088  6.8113  20.905  0.0187  -0.0567  -0.0709
O  11.0186  -1.7143  21.8696  0.0257  0.002  0.0392
O  12.3418  4.1045  14.211  -0.0835  0.0881  -0.0806
O  10.0833  10.9502  12.9424  0.0867  -0.0845  -0.2257
O  -0.9937  3.25  18.9558  0.0801  -0.0092  0.0758
O  16.5828  2.3237  23.4338  0.0997  0.0825  0.1659
O  5.0679  12.8831  23.7567  -0.0721  0.0911  0.0188
O  11.7555  3.6088  21.9499  -0.0276  0.038  0.0058
O  5.7193  2.2016  13.7929  -0.0113  0.0328  -0.1096
O  10.6095  9.2201  20.1741  -0.0814  -0.0155  -0.0503
O  13.2097  7.3887  19.8026  0.0404  -0.0126  0.0101
O  8.1296  0.9502  24.5547  -0.0911  0.1438  0.071
O  3.833  9.3804  20.8822  -0.0233  -0.0272  -0.0528
O  9.7305  3.6915  14.2701  -0.0046  -0.0043  -0.0295
O  8.3066  8.5506  24.7332  0.0107  0.0607  0.0238
O  0.7063  1.4159  18.2625  0.0283  0.0508  0.0407
O  6.4814  4.2817  18.5056  -0.0663  0.0708  0.1519
O  11.6527  12.6889  16.3786  0.0188  -0.0193  -0.0099
O  -0.7337  7.5866  21.946  0.0661  -0.0215  0.0356
O  5.6389  0.8926  26.0171  0.0215  0.0797  -0.0095
O  3.792  -1.1286  21.9457  -0.0124  -0.0109  -0.0028
O  5.4098  8.1049  25.4558  -0.0049  -0.0681  0.0948
O  5.6867  12.476  14.3777  -0.0246  -0.0134  -0.0309
O  15.9813  1.7392  20.838  0.0492  0.0579  -0.0534
O  8.2831  10.3998  20.5059  -0.0378  0.053  -0.0011
O  14.5303  7.9974  15.4405  0.0418  0.059  -0.0731
O  10.3061  15.0009  16.3755  -0.0117  0.031  -0.0189
O  12.8261  14.4574  14.8572  -0.0065  -0.0592  -0.092
O  4.4814  11.4391  19.3385  -0.0298  0.0284  0.0434
O  0.8549  9.7006  14.5611  0.0041  0.0647  -0.2193
O  13.7909  3.4725  16.4032  0.0119  0.0305  0.0169
O  8.5253  7.7618  20.5415  -0.0612  -0.0263  -0.0385
O  7.8821  6.47  18.1292  -0.0021  -0.0694  0.0449
O  9.5824  7.3233  16.1964  -0.0269  0.0017  0.0408
O  9.6854  13.0091  14.6606  -0.0443  -0.0415  -0.1454
O  7.2712  5.5627  20.612  -0.0613  -0.0282  -0.0598
O  6.363  11.7481  21.6664  0.0435  0.0049  -0.0335
O  14.8257  3.1471  13.9955  -0.0457  -0.0414  -0.0198
O  8.7654  8.9801  18.208  0.0063  0.0177  0.0261
O  12.1767  6.8693  15.2299  -0.0255  -0.0153  -0.0794
O  13.755  5.6191  17.8684  0.0553  0.0075  0.0251
O  2.9163  8.0682  18.6442  0.0644  -0.0569  0.0269
O  16.013  9.2089  19.6059  0.027  -0.028  0.0295
O  16.9167  3.8206  19.6043  0.0367  0.0245  0.0057
O  5.8164  3.1763  16.2478  0.0041  0.06  -0.0311
O  5.4472  10.2233  23.6363  -0.07  -0.0842  0.0908
O  7.8957  11.0368  14.4536  0.0073  0.0051  -0.1289
O  15.519  12.8215  22.7749  0.0361  -0.0196  0.0684
O  12.372  6.2247  22.0292  -0.0102  -0.0001  -0.0086
O  14.5697  5.6894  14.3345  -0.0586  0.0365  -0.0081
O  15.6391  -1.225  18.3067  -0.0211  -0.0281  0.0096
O  3.2253  8.8696  13.7387  -0.0206  0.0211  -0.2569
O  11.881  0.9299  21.9825  -0.0043  -0.0038  0.0692
O  1.4302  12.8035  16.2226  -0.0405  -0.026  0.0136
O  3.8803  12.0409  16.8507  -0.0076  -0.0331  -0.0084
O  0.798  8.7749  17.175  0.0493  -0.0266  0.0492
O  3.1079  1.482  25.027  -0.0646  0.2442  0.0066
O  7.0591  8.1755  16.3012  0.0928  -0.0596  0.0163
O  9.0639  12.7968  17.2605  -0.0587  -0.0357  0.04
O  6.4399  12.1476  17.6139  0.0106  0.0106  0.0071
O  10.7348  4.8948  16.3913  -0.0093  0.0593  -0.0066
O  3.5316  0.9953  14.8456  0.0218  -0.0761  -0.1603
O  10.5946  12.6079  23.9626  -0.0654  0.0122  0.0768
O  12.5593  8.9209  21.9141  0.0235  -0.0866  -0.0185
O  8.3167  3.8844  16.5837  0.0292  0.0649  -0.0149
O  5.2485  9.7896  17.4395  -0.0211  0.0143  0.0464
O  10.1008  8.7175  22.8023  -0.012  -0.0071  0.0625
O  14.2994  13.0654  16.6187  0.0282  -0.0531  0.0014
O  15.7867  7.7521  24.2586  -0.001  0.0111  0.0241
O  2.843  11.3773  14.4743  -0.0412  -0.0939  -0.1822
O  8.2981  6.6861  22.9037  0.0366  0.0216  -0.0678
O  8.7165  12.6593  22.142  0.0021  0.0365  0.0353
O  3.6305  6.2642  13.8214  0.0157  0.0813  -0.1931
O  7.9036  12.8488  19.6937  0.0354  0.0051  0.1011
O  11.9416  5.0394  19.7006  -0.0127  0.0308  0.009
O  4.4294  7.773  15.8617  -0.0538  -0.0426  -0.1023
O  0.6402  4.5959  17.2948  0.0599  0.0681  0.0945
O  5.6258  9.8463  14.8373  0.0009  0.012  -0.1125
O  1.6992  8.4437  22.1069  -0.0849  -0.0146  0.0358
O  14.097  2.3494  22.444  0.0435  -0.0049  0.0511
O  7.2982  1.8288  17.9467  -0.028  0.0392  0.0673
O  12.2349  2.2593  24.2352  0.0429  -0.0203  0.1438
O  16.2791  6.5853  18.9913  0.0374  0.0039  0.01
O  13.3294  12.0238  14.293  0.0429  -0.0725  -0.3595
O  3.9863  8.0781  23.2662  -0.007  -0.0074  0.1269
O  3.1189  5.4524  18.5156  -0.0047  0.02  0.0293
O  15.289  10.0804  23.0619  0.068  -0.05  0.0801
O  9.891  5.4482  21.274  0.0088  -0.0288  -0.0602
O  -2.2797  11.7319  23.0749  0.0167  -0.0336  0.0856
O  1.7791  7.3269  15.3179  -0.0036  0.0201  -0.0658
O  14.7675  -1.5707  20.7887  -0.0034  -0.0007  -0.0104
O  5.3749  6.7127  18.999  -0.0333  -0.0314  0.0167
O  7.4181  1.9747  11.1109  0.1149  0.1357  -0.3093
O  12.4733  0.4809  12.0045  -0.1665  0.0044  -0.1761
O  12.5229  9.9409  26.916  -0.142  -0.0791  -0.1489
O  1.9048  0.8683  11.4362  -0.1027  -0.0946  -0.126
O  9.5455  6.6868  10.6701  0.0178  0.0024  -0.488
O  4.7505  3.5626  27.0845  0.0324  -0.0548  -0.0861
O  4.0543  3.8651  29.7421  -0.0022  0.261  0.5364
O  -7.2496  9.4503  11.6747  0.1395  -0.0323  0.2122
O  8.1019  -0.1363  12.4918  -0.1266  0.0205  -0.0665
O  13.5451  6.7265  10.4856  0.0924  0.3066  -0.2612
O  -8.5725  4.2951  28.2664  -0.0021  0.0295  0.1637
O  1.6535  -1.1751  26.2789  -0.0761  -0.2005  -0.0253
O  6.1159  5.5747  26.036  0.0185  0.0897  0.0293
O  11.3199  -0.6171  27.0127  -0.26  -0.1761  0.1489
O  5.7036  8.4604  11.4837  -0.1469  -0.0074  0.2053
O  15.0062  -3.544  26.2553  -0.0769  0.1608  -0.071

Results
free energy: -254275.113 eV
free energy less fixed offsets of O -568.88, Si -635.61 eV per atom: -4.313 eV

The program warned: the cutoff lies below the one the program advises for these potential files; the forces do not sum to zero within the program's tolerance; the exchange-correlation potential is rough where the density is thin.
